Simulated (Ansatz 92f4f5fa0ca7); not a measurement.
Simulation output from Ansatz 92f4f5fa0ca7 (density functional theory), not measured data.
Periodic cell of 282 atoms, Si194O88, from a study of silicon, its oxide and their interface. The atomic structure is a simulated model.
Doubt: the cutoff is far below the 930 eV that the study's wrapper takes by default for these files, so forces and energies are approximate.

Settings
functional: PBE
potential files: Ansatz PAW
basis: plane waves
wave-function cutoff: 580 eV
density cutoff ratio: 5
exchange-correlation grid ratio: 1
k mesh: 1 x 1 x 1, Gamma-centred
self-consistency stop: 5e-08 eV per atom in the density residual
occupations: fixed
spin: none
net charge: 0

Cell vectors (angstrom)
a	11.6015	0	0
b	0	10.938	0
c	0	0	40.6754

Atoms and the computed forces on them: element, x, y, z (angstrom), force x, y, z (eV/angstrom)
Si	0	0	0.9665	0.0024	0.0688	0.0013
Si	3.8672	0	0.9665	0.0051	0.0293	0.0057
Si	7.7343	0	0.9665	-0.0061	0.0314	-0.0096
Si	1.9336	1.3673	0.9665	0.0087	-0.0396	0.0087
Si	5.8008	1.3673	0.9665	-0.0022	-0.0283	0.0021
Si	9.6679	1.3673	0.9665	-0.0065	-0.0396	-0.0029
Si	0	5.469	0.9665	0.0021	0.0793	-0.0119
Si	3.8672	5.469	0.9665	0.0081	0.0115	0.0178
Si	7.7343	5.469	0.9665	-0.0108	0.0254	-0.0155
Si	1.9336	6.8362	0.9665	0.0075	-0.0526	-0.0015
Si	5.8008	6.8362	0.9665	-0.0004	0.0033	0.0153
Si	9.6679	6.8362	0.9665	-0.0078	-0.0798	-0.0121
Si	1.9336	2.7345	39.7083	-0.0071	0.0255	-0.0011
Si	5.8008	2.7345	39.7083	-0.006	0.0176	0.0069
Si	9.6679	2.7345	39.7083	-0.0019	0.0519	-0.0303
Si	0	4.1018	39.7083	-0.0023	-0.1036	-0.0194
Si	3.8672	4.1018	39.7083	-0.0005	0.0436	0.0556
Si	7.7343	4.1018	39.7083	-0.0133	-0.0444	-0.0097
Si	1.9336	8.2035	39.7083	0.0062	0.0571	-0.0071
Si	5.8008	8.2035	39.7083	-0.0093	-0.053	0.0508
Si	9.6679	8.2035	39.7083	-0.0105	0.1041	-0.0249
Si	0	9.5708	39.7083	-0.0082	-0.0641	-0.0193
Si	3.8672	9.5708	39.7083	-0.0034	-0.0019	0.0254
Si	7.7343	9.5708	39.7083	-0.0028	-0.0318	-0.005
Si	0	0	4.8337	0.0314	0.0353	0.1643
Si	3.8672	0	4.8337	-0.0174	0.0463	0.0039
Si	7.7343	0	4.8337	0.0228	0.0183	-0.0458
Si	1.9336	1.3673	4.8337	0.0036	-0.0747	0.0437
Si	5.8008	1.3673	4.8337	-0.0084	-0.0725	-0.0832
Si	9.6679	1.3673	4.8337	0.0445	-0.0847	-0.0894
Si	0	5.469	4.8337	0.0266	0.076	0.0181
Si	3.8672	5.469	4.8337	-0.0115	0.0433	0.0211
Si	7.7343	5.469	4.8337	0.0318	0.0725	-0.2425
Si	1.9336	6.8362	4.8337	0.0058	-0.0839	-0.0262
Si	5.8008	6.8362	4.8337	-0.007	-0.0937	-0.0943
Si	9.6679	6.8362	4.8337	0.0453	-0.0947	0.0342
Si	1.9336	2.7345	2.9001	0.0078	0.0454	0.0027
Si	5.8008	2.7345	2.9001	0.0062	0.0115	-0.0255
Si	9.6679	2.7345	2.9001	-0.0003	0.0179	-0.0208
Si	0	4.1018	2.9001	0.0074	-0.0656	0.0153
Si	3.8672	4.1018	2.9001	0.0078	-0.0321	0.0175
Si	7.7343	4.1018	2.9001	-0.0008	0.0138	-0.0316
Si	1.9336	8.2035	2.9001	0.01	0.0414	0.0044
Si	5.8008	8.2035	2.9001	0.0037	0.0017	-0.0048
Si	9.6679	8.2035	2.9001	0.0011	0.0612	0.0089
Si	0	9.5708	2.9001	0.0031	-0.0755	0.0192
Si	3.8672	9.5708	2.9001	0.0108	-0.0319	0.0013
Si	7.7343	9.5708	2.9001	-0.0001	-0.0085	-0.0204
Si	-0.0132	0.1176	30.269	-0.2505	-0.1362	-0.4163
Si	3.7889	0.1065	30.2274	-0.1114	-0.1273	-0.0478
Si	7.6261	0.0037	30.15	-0.0754	-0.1928	-0.1673
Si	1.8829	1.4517	30.2217	0.2031	0.2004	-0.1092
Si	5.735	1.3837	30.1028	0.0125	0.1389	-0.1947
Si	9.5487	1.298	30.2526	0.241	0.0872	-0.3698
Si	0.014	5.4968	29.4638	0.2201	-0.6526	-0.5886
Si	3.8695	5.4559	30.3405	0.0049	-0.5179	0.015
Si	7.5225	5.5855	29.7772	-0.4946	-0.4212	-0.224
Si	2.0338	6.7924	29.7792	0.4751	0.458	-0.2954
Si	5.6712	6.9152	30.3458	0.0317	0.5327	0.0519
Si	9.5464	6.8759	29.4518	-0.2372	0.5969	-0.5879
Si	1.8165	2.8658	32.0483	0.1596	0.1711	0.0507
Si	5.7864	2.7612	32.0185	-0.0717	0.1907	0.0252
Si	9.6266	2.9326	31.8947	-0.1281	0.1546	0.1213
Si	-0.0478	4.3348	31.6927	0.0152	-0.2203	0.352
Si	3.8185	4.0848	32.1934	0.0017	-0.1048	0.065
Si	7.6585	4.2508	31.8306	0.076	-0.1231	0.1854
Si	1.9221	8.1093	31.8403	-0.0735	0.1684	0.1748
Si	5.7624	8.2705	32.2064	0.0148	0.0933	0.0845
Si	9.6094	8.0361	31.6807	0.0118	0.2461	0.3235
Si	-0.0523	9.4179	31.9056	0.135	-0.1563	0.1207
Si	3.7947	9.5963	32.0839	0.1066	-0.1645	-0.0364
Si	7.739	9.5231	31.9939	-0.154	-0.2	0.1231
Si	-0.0606	-0.0448	33.8412	-0.0025	0.0855	-0.0299
Si	3.8036	0.0501	33.9721	-0.0011	0.141	-0.1245
Si	7.7675	0.0087	33.8968	0.0133	0.151	-0.0521
Si	1.8366	1.3956	33.9151	-0.0216	-0.1547	-0.0219
Si	5.8031	1.3605	33.9306	0.0215	-0.1351	-0.1335
Si	9.6686	1.4457	33.8312	-0.0118	-0.0804	-0.0208
Si	-0.0349	5.4917	33.8065	-0.023	0.2019	-0.1358
Si	3.8379	5.5004	34.0393	0.0186	0.0175	0.0067
Si	7.7029	5.4879	33.8755	0.0353	0.0838	-0.0934
Si	1.9077	6.8475	33.874	-0.0383	-0.0892	-0.1035
Si	5.7784	6.8385	34.0415	-0.0087	-0.021	0.0171
Si	9.6335	6.8585	33.7983	0.0006	-0.1755	-0.1128
Si	1.8848	2.7397	35.8587	-0.0403	0.0224	-0.0507
Si	5.7988	2.7398	35.854	0.0287	0.0088	-0.0189
Si	9.6678	2.7385	35.8279	0.0094	0.0107	-0.051
Si	-0.0234	4.1376	35.7966	-0.0211	-0.0913	-0.0338
Si	3.8401	4.0716	35.8939	-0.0004	-0.0075	-0.0725
Si	7.7344	4.1092	35.8212	0.0047	-0.0507	-0.0657
Si	1.9018	8.2104	35.8264	-0.0196	0.0601	-0.0714
Si	5.7978	8.2505	35.9021	0.0046	-0.0089	-0.0751
Si	9.6539	8.1873	35.799	0.0029	0.0908	-0.0357
Si	-0.0331	9.5806	35.8274	-0.0213	-0.0176	-0.0546
Si	3.8386	9.5767	35.8644	-0.0343	0.0075	0.0007
Si	7.7472	9.5887	35.844	0.0413	-0.0193	-0.0411
Si	0	0	37.7747	-0.0457	0.0506	-0.0428
Si	3.8672	0	37.7747	-0.0552	0.1064	0.135
Si	7.7343	0	37.7747	0.0581	0.1114	0.0542
Si	1.9336	1.3673	37.7747	-0.0909	-0.0638	0.0864
Si	5.8008	1.3673	37.7747	0.0302	-0.0651	0.0359
Si	9.6679	1.3673	37.7747	0.0165	-0.0021	-0.0674
Si	0	5.469	37.7747	-0.0379	0.1319	-0.1847
Si	3.8672	5.469	37.7747	-0.0309	0.0235	0.2194
Si	7.7343	5.469	37.7747	0.0263	0.0501	-0.1163
Si	1.9336	6.8362	37.7747	-0.0563	-0.0274	-0.1167
Si	5.8008	6.8362	37.7747	0.0166	0.0194	0.2291
Si	9.6679	6.8362	37.7747	-0.0053	-0.0773	-0.2036
Si	1.9417	2.7266	6.7747	-0.0055	0.0343	0.0235
Si	5.814	2.7404	6.7472	-0.0072	0.029	0.0736
Si	9.6946	2.7343	6.7493	0.0279	0.0382	0.0741
Si	0.0198	4.102	6.7692	0.0469	-0.0037	0.0226
Si	3.8724	4.0993	6.7688	-0.0317	-0.0241	0.0858
Si	7.7553	4.0864	6.7211	0.0017	0.0338	0.0004
Si	1.9472	8.1888	6.7692	-0.0173	-0.0142	0.0021
Si	5.8033	8.1985	6.7511	0.0087	0.0435	0.0798
Si	9.6966	8.1934	6.7746	0.0241	0.0365	0.0097
Si	0.0241	9.5681	6.7922	-0.0077	-0.0805	0.0949
Si	3.8713	9.5619	6.7619	-0.0113	-0.0442	0.0651
Si	7.7534	9.5484	6.7462	0.0264	-0.0387	0.0895
Si	0.0312	-0.036	8.7734	0.0115	0.1076	0.0475
Si	3.8866	0.0044	8.6866	-0.0114	0.1527	0.1111
Si	7.785	-0.0103	8.6616	0.0419	0.084	0.0647
Si	1.9455	1.3595	8.7171	-0.0457	-0.1206	0.1317
Si	5.8339	1.3332	8.6431	-0.0138	-0.0851	0.0097
Si	9.724	1.344	8.6572	0.0677	-0.0929	0.0611
Si	0.0385	5.431	8.7362	-0.0215	0.1428	0.0169
Si	3.8774	5.4222	8.743	-0.0032	0.1007	0.0672
Si	7.7571	5.4761	8.6112	0.0164	0.1347	0.0906
Si	1.9565	6.8479	8.7278	0.0004	-0.1323	0.0659
Si	5.7955	6.828	8.6785	-0.0424	-0.1549	0.1276
Si	9.7212	6.8297	8.7206	0.034	-0.1971	0.1126
Si	1.949	2.629	10.7337	0.0803	0.2598	-0.2619
Si	5.8559	2.5843	10.6224	-0.0469	0.2462	-0.1169
Si	9.7176	2.6467	10.6139	-0.015	0.1041	-0.1946
Si	0.0456	4.0966	10.7223	-0.099	-0.2897	-0.0813
Si	3.9072	3.9637	10.6704	-0.0896	-0.2309	-0.172
Si	7.7899	3.9925	10.4256	0.1236	-0.2702	0.0433
Si	1.9793	8.3126	10.6193	-0.0258	0.2513	-0.1411
Si	5.8118	8.2769	10.5655	0.0924	0.2212	-0.0758
Si	9.7644	8.1745	10.6962	0.0185	0.1874	-0.2583
Si	0.0243	9.66	10.8567	0.0065	-0.1389	-0.1696
Si	3.8945	9.7005	10.6994	0.0104	-0.1755	-0.3005
Si	7.8113	9.4932	10.5416	-0.1003	-0.1421	-0.1431
Si	-0.0343	0.1726	12.8913	-0.131	-0.1604	0.574
Si	3.88	-0.0353	12.783	0.1782	-0.4543	0.2239
Si	7.7118	-0.3262	12.5595	0.0109	-0.5873	0.1717
Si	1.9597	1.3895	12.7802	-0.1381	0.5449	0.3752
Si	5.9057	1.1592	12.5506	-0.0088	0.3411	0.254
Si	9.5031	1.2212	12.5271	-0.134	0.3708	0.312
Si	0.1522	5.6008	12.5877	0.2097	-0.0077	0.2562
Si	3.9529	5.5314	12.3905	0.2307	-0.2357	0.494
Si	7.9034	5.445	12.216	-0.0788	-0.4516	0.0735
Si	2.0799	6.9327	12.4704	-0.2573	0.2431	0.1931
Si	5.9609	6.6832	12.2321	0.0453	0.2612	0.3361
Si	9.7291	6.836	12.6403	-0.035	0.1602	0.3711
O	-2.0901	7.7074	14.0677	0.1447	-0.2695	-0.4179
O	11.6416	-1.5674	16.8604	-0.0903	0.071	-0.1986
O	-6.3462	9.6838	22.3011	0.005	-0.0168	-0.0128
O	1.9288	2.5116	14.049	0.1793	-0.3641	-0.4754
O	6.2922	13.1591	13.7931	-0.174	-0.1976	-0.2393
O	7.4115	8.7724	26.4603	0.3299	0.0486	0.2515
O	7.5929	9.5351	13.8727	-0.0748	0.2703	-0.3684
O	-11.6121	1.836	26.926	-0.0841	-0.0231	0.0612
O	-6.1218	12.1916	23.3311	0.039	0.0191	-0.0047
O	2.1498	7.8306	13.8976	-0.0152	-0.1212	-0.3372
O	11.3163	2.9468	15.5451	-0.0164	-0.0546	-0.2991
O	11.5225	10.6282	14.5205	0.1789	0.2018	-0.5981
O	4.6415	3.4218	22.0418	0.0141	0.0398	0.023
O	2.7422	8.0475	24.9897	-0.0425	0.0079	-0.0255
O	3.9573	0.8473	18.1174	-0.0091	-0.0199	0.0604
O	2.7097	7.6695	28.4637	-0.3644	-0.2479	0.335
O	-0.0908	10.6475	28.6133	-0.0605	0.1197	0.2549
O	9.6405	1.6853	28.5941	0.0344	-0.0933	0.2426
O	0.2076	4.297	28.2353	-0.2849	0.7339	0.6327
O	-7.4083	-3.5401	15.5585	-0.0118	0.0457	-0.1974
O	4.21	4.4282	29.0727	-0.0177	-0.0686	0.0123
O	7.6984	10.1094	28.706	0.0015	-0.01	0.1824
O	9.3448	8.0546	28.2012	0.284	-0.6962	0.6535
O	5.7527	13.1967	28.6739	0.0707	-0.0521	0.2612
Si	3.2664	-2.3717	14.85	-0.1737	-0.1791	0.5561
Si	8.5514	9.3463	27.5393	-0.3571	0.3417	-0.3101
Si	18.0844	3.8936	16.7109	-0.0744	-0.0848	0.2823
Si	-11.6375	-10.9093	23.5413	0.1508	-0.1437	-0.1183
Si	-5.7172	-2.1438	25.8292	-0.1831	-0.147	-0.4181
Si	7.6685	13.9459	14.1806	0.1013	0.3735	0.3319
Si	-9.1793	17.8687	22.0565	0.0711	-0.0454	-0.0734
Si	-6.1285	-7.128	28.2425	-0.2747	-0.0691	-0.2043
Si	12.9614	-2.5404	24.1711	0.1152	0.0582	-0.0029
Si	3.0664	32.8857	19.2497	-0.0271	0.0427	-0.0809
Si	3.5788	-6.9518	25.8164	0.0058	0.2189	-0.3321
Si	5.3882	6.4942	19.4019	-0.0135	-0.0567	0.0167
Si	-3.3493	8.8449	20.0544	0.0289	-0.0709	-0.1193
Si	-1.0137	11.6379	27.652	-0.0095	-0.0096	0.1577
Si	6.0191	32.5385	23.3682	-0.0467	-0.0773	0.0123
Si	2.4441	6.5414	18.8914	-0.1003	-0.054	0.0518
Si	4.2424	2.3012	23.1643	-0.03	-0.0016	-0.1082
Si	19.623	7.3324	17.6768	0.1005	-0.1948	0.1976
Si	-10.5891	-7.9334	27.5844	0.4121	-0.3457	-0.3012
Si	15.6324	8.6501	28.3389	0.264	0.0472	-0.1892
Si	1.564	-1.8017	17.3466	-0.0051	-0.0911	0.2848
Si	1.0675	3.5991	14.9066	-0.1153	0.0031	0.5842
Si	-2.6875	6.8265	22.1337	0.0732	-0.0422	-0.0478
Si	1.8241	-7.0744	17.7833	-0.1534	-0.0532	0.3029
Si	-30.3245	2.3739	18.2861	-0.0442	0.0001	-0.0402
Si	15.5041	-4.0033	24.5692	0.0234	0.0102	-0.0134
Si	10.8013	-22.3523	15.9855	-0.02	-0.0157	0.5346
Si	-6.2836	9.2486	20.7318	0.011	-0.0099	-0.0111
Si	-3.0759	8.6921	14.9347	-0.0438	-0.0321	0.3203
Si	-12.2646	2.4655	17.0513	0.0993	0.1596	0.339
Si	8.5844	4.0094	21.5078	0.0695	0.0611	-0.2439
Si	11.6441	27.8032	23.2745	0.1403	0.1342	-0.0903
Si	8.8298	4.5062	18.4108	0.0124	-0.0245	-0.0405
Si	20.4619	9.6835	22.6677	0.0322	0.0972	-0.073
Si	5.0978	6.1711	14.9496	0.1887	-0.2349	0.0982
Si	11.1598	-7.9784	22.9641	0.0732	0.0263	-0.0998
Si	1.6841	1.386	21.693	0.0792	-0.005	-0.1145
Si	17.3024	3.5956	20.8123	-0.0923	-0.0315	-0.1314
O	8.2536	-5.583	22.415	-0.0147	0.042	0.0569
O	22.1277	17.4646	22.2296	-0.0977	0.0014	0.0172
O	6.7875	-1.35	20.0975	0.0321	0.0309	-0.0205
O	12.2504	13.6835	18.0095	-0.0165	-0.0322	-0.1268
O	4.0217	28.2002	18.5051	0.0636	0.021	-0.0537
O	-4.412	14.1372	21.3442	0.1095	-0.0043	0.1069
O	-22.4589	11.0457	22.1013	-0.0695	0.0002	0.0842
O	5.302	-2.9472	29.1249	0.0281	0.0627	0.0755
O	8.6723	8.6195	18.4921	-0.0674	0.0208	0.06
O	0.7483	13.6764	21.8304	-0.0841	0.0481	0.0529
O	16.2647	8.9377	26.8809	-0.1754	0.0038	0.218
O	8.3354	18.2493	20.6751	0.0547	0.0174	0.0967
O	-2.5657	-4.9151	17.7881	-0.1282	0.1126	-0.0424
O	-6.4394	-3.2946	20.5371	-0.0134	0.0543	0.0581
O	3.844	3.0433	24.532	-0.0248	0.0244	0.0923
O	11.2822	23.4951	23.9501	-0.04	0.0507	0.0867
O	-3.8063	7.7984	16.1215	0.0314	0.0952	-0.2978
O	14.0646	6.9713	20.4538	0.0432	0.0473	-0.0056
O	-3.0384	8.1104	23.1139	-0.0259	-0.0305	0.0021
O	2.325	1.1532	20.2206	-0.0289	0.0123	0.0537
O	-2.2684	-1.0994	15.7568	-0.1153	0.03	-0.1847
O	13.1172	5.2254	18.6242	0.0594	-0.0166	-0.0755
O	-2.4823	-6.4777	20.0149	-0.0088	-0.0023	0.1549
O	3.5975	10.1254	28.8605	-0.0132	-0.0365	0.1166
O	-7.3854	16.0481	14.0277	-0.24	0.0903	-0.2568
O	-6.6688	-7.1366	26.7094	0.2312	-0.0044	0.2798
O	9.5974	21.4457	26.8831	0.0462	-0.0053	0.0702
O	3.8069	6.7196	22.9296	-0.0301	0.0239	0.0061
O	5.7852	-0.8389	24.8651	0.0354	-0.0478	0.0931
O	1.7373	8.3376	22.5638	-0.0228	0.0149	0.0805
O	5.3357	13.44	19.6584	0.0752	-0.0398	0.039
O	1.7306	7.6585	17.9716	0.009	0.0565	-0.1065
O	1.8628	2.2606	28.7657	-0.0346	0.0261	0.1899
O	5.6516	-5.8218	20.2326	0.0049	0.0715	0.0203
O	-5.5028	6.973	13.9053	0.0291	0.0215	-0.1562
O	7.6222	3.2318	15.7801	0.137	-0.1458	-0.2711
O	5.8493	5.2762	16.1015	-0.1397	0.2774	-0.2878
O	10.6151	-10.0641	16.9202	0.016	-0.1555	-0.2804
O	9.0413	-19.6514	13.8055	0.1786	-0.2709	-0.2278
O	4.0792	-0.9346	20.0136	0.0517	-0.0638	0.0169
O	6.8455	4.6894	28.4819	0.3987	0.2387	0.3125
O	-0.309	15.3342	23.7901	-0.0294	-0.0924	0.0405
O	1.9634	15.0826	16.1721	0.0434	0.0336	-0.2844
O	-4.3465	-6.7898	18.1274	-0.0733	0.0196	-0.0613
O	3.5192	5.5575	25.3573	-0.0221	-0.1671	0.0689
O	-13.5018	-18.8293	22.2122	-0.0002	-0.0575	0.0827
O	1.8807	-0.7281	18.5133	-0.0085	-0.0177	-0.0497
O	-2.3893	-1.2026	21.046	-0.1259	-0.0541	-0.0101
O	9.7452	-7.5685	17.6879	0.0635	-0.0243	-0.0845
O	7.6975	4.5104	13.5742	-0.0363	-0.0106	-0.0696
O	10.135	10.2355	23.4614	-0.008	-0.0007	0.058
O	-10.7693	9.9228	24.5162	-0.1377	0.0744	-0.0029
O	5.3254	2.7819	16.964	0.0142	0.0704	0.0037
O	11.896	-14.7513	24.4104	-0.1139	-0.0817	0.0275
O	-11.0754	-6.1169	14.0066	-0.0734	0.1607	-0.3109
O	5.4229	-3.4934	24.9668	0.0758	0.1143	0.111
O	14.1661	9.3482	16.0884	0.1093	0.0522	-0.3029
O	13.0385	16.6339	22.4639	-0.1032	-0.0483	0.0323
O	15.643	-1.225	13.9769	0.0789	0.3918	-0.4005
O	-9.4528	-7.3929	26.5061	-0.2985	-0.0622	0.2288
O	14.5293	1.452	22.7328	-0.0132	-0.0152	0.0264
O	18.1851	6.9484	18.3815	0.0367	0.0679	-0.0591
O	14.8133	-7.5768	18.4219	0.0225	0.0372	-0.0785
O	7.6092	10.6492	23.022	0.0628	0.0105	-0.003

Results
free energy: -173367.103 eV
free energy less fixed offsets of O -568.88, Si -635.61 eV per atom: 2.677 eV

The program warned: the cutoff lies below the one the program advises for these potential files; the exchange-correlation potential is rough where the density is thin.
